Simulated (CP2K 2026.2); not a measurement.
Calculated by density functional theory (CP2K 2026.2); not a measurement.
Periodic cell of 521 atoms, Si360O161, from a study of silicon, its oxide and their interface. The atomic structure is a simulated model.
Doubt: the forces sum to 1.70 eV/angstrom along one axis rather than to zero, so they err by at least 0.0033 eV/angstrom per atom on average; the grid cutoff is modest.

Settings: functional PBE; method Gaussian and plane waves; basis set DZVP-MOLOPT-SR-GTH; pseudopotentials GTH-PBE; grid cutoff 350 Ry, relative cutoff 50 Ry; k points Gamma only; occupations fixed; spin none; net charge 0.

Cell vectors (angstrom)
a 16.32 0 0
b 0 16.32 0
c -0.7603 -5.6366 34.2096

Atoms and the computed forces on them: element, x, y, z (angstrom), force x, y, z (eV/angstrom)
Si 0.5 0.497 0.367 -0.008 0.046 -0.009
Si 6.343 1.753 29.253 0.003 -0.029 0
Si 2.767 0.185 26.783 -0.094 -0.028 -0.021
Si 11.997 0.895 30.524 0.067 0.065 -0.038
Si 15.762 10.407 0.247 -0.088 -0.153 0.593
Si 14.962 9 25.709 0.056 -0.028 -0.072
Si 1.781 -4.527 29.079 -0.03 0.019 -0.066
Si 0.624 -2.038 23.992 0.08 0.049 -0.033
Si 2.196 2.228 0.175 -0.197 -0.072 0.528
Si 5.848 1.264 32.076 0.048 0.043 -0.01
Si 2.262 7.713 0.031 -0.163 -0.247 0.595
Si 11.452 11.537 0.278 0.12 0.091 0.527
Si 14.258 5.427 31.573 0.026 0.01 0.285
Si 11.469 0.321 0.121 0.013 0.019 -0.082
Si 10.977 -2.076 24.678 0.125 0.006 -0.099
Si 12.456 3.075 32.335 0.24 0.136 0.743
Si 7.453 4.557 30.189 -0.064 0.147 0.142
Si -0.173 6.327 29.616 0.093 -0.053 0.089
Si 13.142 8.143 32.501 -0.109 -0.302 0.607
Si 2.562 -1.857 32.056 -0.077 -0.138 0.086
Si -0.27 0.337 34.126 0.154 0.145 0.598
Si 14.404 -0.158 28.821 0.131 0.166 0.083
Si 1.037 9.459 27.354 0.042 -0.018 0.045
Si 3.027 13.911 0.115 -0.115 -0.085 0.73
Si 5.137 16.18 0.143 0.143 -0.033 0.723
Si 8.455 2.999 0.091 0.248 0.122 0.516
Si 4.548 -0.434 34.144 -0.01 0.067 0.773
Si 7.597 2.749 34.12 -0.175 -0.18 0.771
Si 7.239 6.547 27.75 0.051 -0.104 0.018
Si 7.797 13.249 0.072 -0.176 -0.175 0.492
Si 12.3 14.97 1.538 0.002 -0.016 0.004
Si 13.13 2.099 0.166 -0.18 -0.138 0.556
Si 9.401 -0.879 34.07 -0.026 -0.053 0.066
Si 14.043 8.736 0.28 0.004 0.011 -0.005
Si 9.663 4.276 32.388 0.072 0.098 -0.022
Si 14.921 12.146 1.584 0.057 -0.043 -0.026
Si 14.955 1.373 1.481 0.02 0 -0.003
Si 1.311 4.138 1.273 -0.007 0.006 -0.006
Si 15.024 6.843 1.259 0.026 -0.035 -0.022
Si 1.306 9.449 1.326 0.044 -0.019 -0.068
Si 13.206 13.144 0.39 0.013 -0.011 -0.018
Si 1.442 15.002 1.502 0.044 -0.042 -0.041
Si 3.944 1.325 1.492 -0.019 0.027 -0.019
Si 6.72 3.969 1.376 0.053 -0.004 -0.041
Si 4.086 6.778 1.247 -0.035 0.008 -0.064
Si 6.89 9.634 1.271 -0.035 -0.042 -0.05
Si 4.227 12.284 1.296 -0.035 -0.03 -0.045
Si 6.769 14.955 1.349 -0.001 -0.002 -0.062
Si 9.62 1.316 1.283 -0.036 -0.007 -0.039
Si 12.072 3.966 1.177 -0.025 0.066 -0.05
Si 9.441 6.683 1.146 0.032 0.017 -0.051
Si 12.277 9.66 1.494 -0.027 0.044 -0.048
Si 9.551 12.348 1.41 -0.021 -0.018 -0.005
Si 10.861 10.165 32.084 -0.024 0.377 0.771
Si 13.715 -0.054 2.863 -0.044 0.011 -0.008
Si 16.25 2.861 2.744 0.038 -0.014 -0.031
Si 13.54 5.414 2.488 -0.022 -0.015 -0.057
Si 0.008 8.118 2.784 -0.048 -0.02 -0.028
Si 13.577 10.879 3.003 0 0.01 -0.034
Si 0.031 13.592 2.749 -0.019 0.036 0.03
Si 2.718 -0.014 2.944 -0.012 -0.033 0.003
Si 5.4 2.648 2.764 -0.016 0.018 0.004
Si 2.772 5.391 2.673 -0.03 0.032 -0.018
Si 5.44 8.228 2.563 0.05 -0.045 0.003
Si 2.761 10.876 2.572 0.001 0.016 -0.019
Si 5.459 13.624 2.791 -0.018 0.009 -0.014
Si 8.192 -0.009 2.644 0.009 0.006 0.003
Si 10.867 2.687 2.744 -0.006 0.003 -0.02
Si 8.067 5.456 2.65 0.026 -0.009 -0.017
Si 10.856 8.094 2.567 -0.037 -0.025 -0.026
Si 8.253 10.881 2.736 -0.032 0.024 -0.019
Si 10.818 13.71 2.845 0.022 -0.021 -0.027
Si 15.032 14.912 4.195 0.032 -0.005 0.01
Si 1.304 1.441 4.115 -0.003 -0.043 -0.02
Si 14.872 4.174 4.051 -0.04 0.002 0.016
Si 1.408 6.757 4.07 0.022 -0.001 -0.011
Si 14.985 9.461 4.188 0.006 -0.022 0.025
Si 1.425 12.209 4.032 0 -0.011 0.016
Si 4.122 14.944 4.205 0.01 -0.01 0.011
Si 6.823 1.316 4.058 0.012 -0.02 0.018
Si 4.087 4.065 4.094 -0.012 0.002 0.007
Si 6.761 6.853 4.001 -0.021 0.034 0.009
Si 4.086 9.533 3.99 0.001 0.004 -0.004
Si 6.846 12.234 4.088 -0.006 0.014 -0.042
Si 9.464 15.029 4.162 -0.011 0.024 0.021
Si 12.268 1.356 4.101 -0.031 -0.006 0.002
Si 9.472 4.093 4.027 0 -0.009 -0.043
Si 12.24 6.773 3.947 0.024 0.025 0.019
Si 9.555 9.453 4.04 0.045 -0.001 0.011
Si 12.18 12.303 4.193 0.015 0.005 0.022
Si 0.02 0.032 5.497 -0.013 -0.009 0.019
Si 2.714 2.739 5.467 -0.025 -0.004 -0.001
Si -0.017 5.458 5.425 -0.017 -0.005 0.014
Si 2.754 8.163 5.393 -0.016 0 0.006
Si 0.056 10.869 5.444 0.021 0.038 -0.029
Si 2.733 13.559 5.473 -0.032 -0.009 0.003
Si 5.493 -0.004 5.495 0.021 -0.002 0.005
Si 8.146 2.726 5.412 0.003 -0.017 -0.005
Si 5.443 5.469 5.399 0.016 0.016 -0.002
Si 8.15 8.152 5.401 -0.002 0 0.002
Si 5.447 10.869 5.402 -0.022 0 0.014
Si 8.148 13.605 5.483 0.009 -0.007 0.012
Si 10.881 0.039 5.474 -0.002 0.001 0.016
Si 13.592 2.758 5.439 0.007 -0.011 0.012
Si 10.874 5.443 5.364 0.042 0.028 -0.007
Si 13.572 8.09 5.434 -0.021 -0.022 0
Si 10.856 10.844 5.459 0.006 0.002 -0.017
Si 13.603 13.606 5.52 -0.004 0.013 0.012
Si 14.958 1.354 12.246 0.009 -0.021 0
Si 1.379 4.098 12.247 -0.013 0.012 0.006
Si 14.974 6.813 12.231 -0.015 0.019 -0.003
Si 1.37 9.501 12.239 0.014 -0.004 -0.004
Si 14.946 12.248 12.225 0.001 0.012 0.001
Si 1.34 -1.374 12.235 0.01 -0.023 -0.007
Si 4.077 1.389 12.217 -0.011 0.006 0
Si 6.806 4.082 12.241 0.014 -0.013 -0.009
Si 4.099 6.778 12.251 0.004 -0.003 -0.005
Si 6.798 9.489 12.265 -0.017 0.002 0.002
Si 4.057 12.207 12.248 -0.006 0.007 -0.009
Si 6.818 -1.36 12.225 0.016 -0.001 0.01
Si 9.515 1.371 12.237 -0.014 0.006 -0.012
Si 12.251 4.083 12.244 0.008 -0.008 0.005
Si 9.508 6.809 12.241 -0.001 0.007 -0.002
Si 12.244 9.536 12.239 0.012 -0.003 -0.001
Si 9.536 12.233 12.243 0.009 -0.005 0.003
Si 12.231 -1.348 12.23 -0.007 0.02 -0.003
Si 13.576 0.005 13.607 0.021 -0.01 0.003
Si 0.001 2.736 13.58 0.01 0.015 -0.01
Si 13.629 5.447 13.583 0.014 0.003 -0.006
Si 0.011 8.16 13.61 -0.002 -0.015 -0.006
Si 13.593 10.911 13.608 0.005 -0.002 -0.003
Si -0.026 13.589 13.604 0.007 0.025 -0.01
Si 2.704 0.022 13.543 -0.008 -0.015 -0.018
Si 5.437 2.731 13.599 0.009 0.021 -0.002
Si 2.761 5.427 13.64 0.004 -0.017 0.004
Si 5.447 8.114 13.64 0.022 -0.006 -0.009
Si 2.709 10.838 13.63 -0.009 0.012 -0.008
Si 5.439 13.589 13.545 -0.012 -0.007 -0.025
Si 8.168 0.003 13.6 0.006 -0.007 0.002
Si 10.88 2.726 13.595 -0.009 -0.007 -0.004
Si 8.16 5.442 13.609 -0.012 0.005 -0.018
Si 10.876 8.172 13.583 -0.021 0.005 -0.006
Si 8.181 10.852 13.593 0.014 -0.004 -0.007
Si 10.875 13.625 13.604 -0.011 -0.004 0.007
Si 14.931 -1.36 14.96 0.001 -0.037 0.004
Si 1.377 1.389 14.918 -0.008 -0.013 -0.001
Si 14.963 4.077 14.958 0.023 0.018 0.003
Si 1.362 6.774 14.97 -0.023 0.028 -0.013
Si 14.982 9.56 14.949 0.001 0.002 0
Si 1.312 12.199 14.961 -0.028 -0.034 -0.008
Si 4.072 -1.349 14.854 0.016 0.001 -0.002
Si 6.776 1.345 14.936 -0.02 -0.03 0.015
Si 4.142 4.083 15.033 -0.027 0.028 0.003
Si 6.801 6.75 15.025 -0.003 0.013 0
Si 4.074 9.461 14.991 -0.023 0.027 0.008
Si 6.8 12.232 14.892 0.002 -0.009 -0.018
Si 9.533 -1.328 14.987 0.001 0.005 0.021
Si 12.219 1.373 14.976 0.02 -0.013 0.002
Si 9.549 4.109 14.949 -0.014 0.01 0.021
Si 12.261 6.818 14.902 0.012 0.007 -0.031
Si 9.518 9.489 14.986 0.003 -0.002 -0.016
Si 12.225 12.277 14.974 0.007 0.005 0.007
Si -0.052 0.083 16.237 0.026 -0.009 0.005
Si 2.788 2.66 16.32 0.003 -0.03 -0.02
Si 0.06 5.362 16.332 0.001 0.002 0
Si 2.675 8.126 16.373 -0.012 -0.015 -0.023
Si -0.034 10.879 16.416 0.013 0.036 -0.004
Si 2.708 13.618 16.17 -0.005 -0.033 -0.008
Si 5.401 -0.046 16.275 0 -0.009 -0.053
Si 8.149 2.732 16.233 0.026 0.006 0.003
Si 5.481 5.425 16.487 0.013 -0.001 0.027
Si 8.202 8.074 16.368 0.017 0.001 -0.022
Si 5.502 10.834 16.254 0.009 -0.034 0.004
Si 8.106 13.618 16.26 -0.022 0.025 -0.037
Si 10.915 0.006 16.39 0.001 -0.021 0.007
Si 13.544 2.782 16.318 -0.018 -0.003 -0.024
Si 10.95 5.477 16.295 -0.004 -0.033 -0.006
Si 13.614 8.183 16.238 0.004 0.03 -0.014
Si 10.842 10.916 16.307 0.033 0.015 -0.013
Si 13.599 13.603 16.375 0.02 0.005 -0.002
Si 14.905 1.442 17.631 0.003 -0.021 0.058
Si 1.452 3.963 17.707 -0.046 0.023 0.021
Si 14.969 6.788 17.544 0.014 -0.001 0.048
Si 1.335 9.493 17.771 0.004 -0.019 0
Si 14.893 12.234 17.808 0.006 0.004 -0.029
Si 1.327 -1.32 17.465 -0.011 -0.014 0.037
Si 4.107 1.279 17.714 0.006 0.052 0.025
Si 6.931 4.017 17.784 0 0.007 0.051
Si 3.998 6.78 17.789 -0.012 -0.049 0.034
Si 6.852 9.472 17.664 0.011 0.037 0.038
Si 4.1 12.255 17.464 0.017 0.038 0.007
Si 6.75 -1.375 17.654 0.029 -0.016 0.007
Si 9.497 1.426 17.632 0.01 0.038 -0.027
Si 12.234 4.136 17.749 -0.048 -0.047 -0.009
Si 9.624 6.756 17.742 -0.086 0 0.015
Si 12.271 9.567 17.589 0.024 -0.011 0.012
Si 9.417 12.28 17.624 0.005 -0.053 0.021
Si 10.765 -2.68 18.978 -0.022 0.051 0.002
Si 15.467 -0.85 20.326 -0.001 0.021 -0.018
Si -0.013 2.682 19.055 0.041 0.013 -0.032
Si 13.647 5.536 19.03 -0.016 0.065 0.062
Si -0.059 8.045 19.043 0.06 0.013 0.021
Si 13.5 10.842 19.17 -0.037 0.06 0.032
Si -0.026 -2.551 18.916 -0.045 0.005 0.031
Si 2.617 -0.076 18.967 -0.01 -0.045 0.089
Si 5.777 2.35 19.033 -0.119 0.164 -0.747
Si 2.755 5.286 19.176 0.065 -0.067 0.107
Si 5.233 8.385 18.977 -0.024 0.039 0.012
Si 2.714 11.046 18.895 -0.026 -0.028 0.059
Si 5.358 -2.764 18.967 -0.01 -0.014 0.082
Si 7.98 0.173 18.921 0.387 -0.383 -0.172
Si 10.448 3.152 18.965 -0.085 0.158 -0.481
Si 8.803 4.916 18.994 0.008 -0.025 0.043
Si 10.964 8.24 18.998 -0.029 0.013 0.055
Si 8.133 10.88 19.05 0.045 0.017 -0.032
Si 12.297 -1.344 17.783 -0.013 0.068 0.006
Si 13.672 0.107 19.128 0.271 -0.41 -0.308
Si 0.866 0.845 20.279 -0.031 -0.008 0.049
Si 15.425 4.548 20.221 0.171 0.127 -0.514
Si 0.878 6.215 20.258 -0.009 -0.009 -0.005
Si 14.445 8.933 20.276 -0.171 -0.071 -0.559
Si 1.737 12.81 20.032 -0.014 0.031 -0.001
Si 3.523 -1.893 20.17 -0.184 -0.103 -0.538
Si 8.163 3.78 23.645 -0.007 0.151 -0.07
Si 4.233 6.121 22.959 0.007 -0.03 -0.165
Si 5.929 7.502 20.946 -0.125 0.129 -0.621
Si 4.501 10.29 20.171 0.073 0.253 -0.519
Si 6.356 11.858 20.255 0.025 -0.005 0.057
Si 9.535 -1.059 20.245 -0.119 0.05 -0.794
Si 11.512 1.31 21.099 0.022 0.048 -0.091
Si 8.107 5.507 21.147 0.363 -0.068 -0.491
Si 12.678 7.305 20.303 0.001 -0.001 0.03
Si 9.945 9.951 20.255 0.12 0.183 -0.526
Si 11.57 11.8 20.264 -0.052 -0.274 -0.579
Si 12.847 12.519 22.96 -0.014 -0.003 -0.008
Si 13.567 -3.001 28.886 -0.05 -0.065 0.141
Si 12.438 0.427 23.739 0.08 0.047 0.029
Si 6.209 -2.544 27.544 -0.068 -0.052 0.056
Si 1.315 2.243 25.014 0.122 -0.024 0.007
Si 1.17 8.308 31.597 -0.032 -0.091 0.168
Si 3.16 4.174 26.457 -0.026 0.015 0.002
Si 10.99 2.439 28.138 0.094 0.047 -0.072
Si 10.284 10.352 26.08 0.142 -0.077 -0.048
Si 7.918 0.807 24.464 -0.07 0.021 0.071
Si 6.258 8.92 29.128 0.025 0.027 0.046
Si 3.843 3.94 20.876 -0.318 0.374 -0.668
Si 8.42 8.3 22.279 0.025 0.005 -0.079
Si 2.02 1.68 22.122 -0.273 -0.334 -0.425
Si 9.952 7.468 26.756 0.068 -0.092 -0.04
Si 12.557 7.072 22.657 -0.05 0.061 -0.614
Si 3.837 7.866 30.201 -0.06 -0.119 0.034
Si 14.984 5.154 23.121 0 -0.022 -0.186
Si 6.632 12.201 22.59 -0.079 -0.205 -0.758
Si 7.885 9.262 31.688 -0.067 -0.118 0.164
Si 15.495 10.336 32.543 0.124 0.1 0.581
Si 1.211 12.04 22.117 0.172 0.061 -0.693
Si 4.407 -3.303 29.954 -0.042 0.054 0.09
Si 8.931 -1.652 28.99 -0.053 -0.066 0.02
Si 15.091 3.767 25.794 0.111 0.091 -0.07
Si 11.918 -3.428 31.484 0.114 -0.075 0.077
Si 9.893 -1.162 31.757 -0.269 0.11 0.622
Si 3.204 10.873 25.782 -0.001 0.063 -0.096
Si 11.8 5.258 27.204 -0.086 -0.002 -0.144
Si -0.177 9.306 22.803 -0.16 -0.016 -0.092
Si 3.917 11.016 23.012 0.02 -0.118 -0.335
Si 8.628 0.913 27.449 -0.08 0.072 0.058
Si 14.634 -1.405 22.453 0.358 0.103 -0.526
Si -0.175 -0.77 31.211 0.002 0.041 0.029
Si 2.227 6.577 28.004 -0.019 0.017 0.036
Si 3.22 2.174 28.814 0.033 -0.073 0.045
Si 14.744 6.337 27.081 0.014 0.026 -0.046
Si 5.935 10.781 26.803 0.032 -0.036 -0.046
Si 10.959 -3.311 27.482 -0.031 0.083 -0.042
Si 6.078 11.477 0.011 0.075 0.078 -0.017
Si 5.828 5.053 25.329 -0.059 0.032 0
Si 3.152 2.926 31.709 -0.05 0.035 0.145
Si 12.62 9.874 24.269 0.028 -0.052 -0.027
Si 6.198 -4.406 32.214 -0.013 0.095 0.142
Si 4.898 5.492 31.939 0.13 -0.002 0.616
Si 15.637 -3.763 30.565 0.039 0.018 -0.044
Si 13.37 1.539 26.528 0.002 -0.12 -0.03
Si 10.602 5.61 24.536 0.078 0.068 0.031
Si 5.297 -0.32 25.437 -0.042 -0.072 -0.047
Si 1.948 -2.827 26.485 0.017 -0.092 -0.069
Si 8.499 -1.864 22.99 -0.005 -0.02 0.049
Si 3.436 -0.813 23.042 0.019 -0.021 -0.156
Si 1.233 6.603 22.546 -0.145 -0.159 -0.685
Si 7.681 10.03 24.499 -0.038 -0.038 -0.162
Si 14.946 1.39 6.814 -0.008 -0.004 0.006
Si 1.338 4.094 6.801 -0.006 -0.006 0.001
Si 14.955 6.788 6.815 0.009 0.015 0.01
Si 1.401 9.505 6.794 -0.008 -0.01 0.004
Si 14.991 12.219 6.81 -0.019 -0.002 -0.004
Si 1.383 14.958 6.82 0.014 0.007 -0.003
Si 4.09 1.366 6.807 0.006 -0.004 -0.003
Si 6.796 4.097 6.767 0 0.008 0.005
Si 4.092 6.812 6.776 -0.01 0 0.001
Si 6.801 9.514 6.775 0.005 -0.007 0.001
Si 4.1 12.204 6.815 0.002 0.014 -0.001
Si 6.811 14.949 6.864 -0.011 0 0.009
Si 9.513 1.398 6.809 0.014 -0.006 0.007
Si 12.22 4.107 6.784 -0.004 -0.022 -0.002
Si 9.525 6.796 6.755 -0.022 0.006 0.002
Si 12.24 9.491 6.794 0.02 0.002 0.012
Si 9.507 12.221 6.815 -0.013 -0.003 0.003
Si 12.234 14.986 6.833 0.008 0.002 0.009
Si 13.593 0.028 8.176 -0.028 0.021 0.001
Si -0.001 2.729 8.173 0.004 -0.016 0.001
Si 13.594 5.434 8.171 0.016 -0.01 -0.003
Si 0.009 8.164 8.15 -0.009 0.015 -0.001
Si 13.615 10.856 8.148 0.02 -0.012 0.011
Si 0.005 13.601 8.169 -0.015 0.007 -0.003
Si 2.744 -0.005 8.177 0.007 -0.019 0.006
Si 5.444 2.742 8.148 -0.018 0.003 0
Si 2.719 5.459 8.137 -0.009 0.019 -0.008
Si 5.45 8.156 8.146 0.001 -0.003 -0.003
Si 2.739 10.855 8.178 0.01 -0.009 0.004
Si 5.437 13.58 8.192 0.001 0.007 0.002
Si 8.178 0.013 8.177 -0.005 -0.024 -0.006
Si 10.875 2.75 8.163 -0.012 0.014 0.014
Si 8.171 5.44 8.132 0.019 -0.012 0.004
Si 10.868 8.149 8.152 -0.007 0.005 -0.008
Si 8.141 10.87 8.167 -0.011 0.017 0.002
Si 10.879 13.593 8.159 0.023 -0.007 -0.012
Si 14.955 -1.352 9.514 0.002 0.007 -0.005
Si 1.362 1.359 9.52 -0.009 0.005 0
Si 14.963 4.084 9.537 -0.003 -0.02 0.009
Si 1.37 6.806 9.512 -0.001 -0.003 -0.012
Si 14.972 9.515 9.521 -0.002 0.002 0.004
Si 1.364 12.228 9.519 0.01 0.004 -0.001
Si 4.085 -1.369 9.547 -0.005 -0.008 0.005
Si 6.801 1.376 9.513 0.013 0.004 -0.005
Si 4.079 4.098 9.501 -0.011 -0.005 -0.008
Si 6.809 6.794 9.5 -0.001 0.008 -0.006
Si 4.096 9.496 9.531 0.007 0.003 0.005
Si 6.796 12.219 9.548 -0.009 -0.007 0
Si 9.53 -1.362 9.525 -0.001 0.003 -0.005
Si 12.232 1.384 9.525 0.008 -0.008 0.003
Si 9.518 4.097 9.523 0.005 -0.005 0.001
Si 12.234 6.802 9.525 0 0.01 0.004
Si 9.514 9.514 9.517 -0.01 0.007 0.004
Si 12.251 12.233 9.5 -0.008 0.005 -0.001
Si -0.007 -0.003 10.877 0.002 -0.012 0.004
Si 2.718 2.741 10.861 0.003 -0.005 -0.005
Si 0.017 5.454 10.88 0.023 0.021 0
Si 2.735 8.14 10.889 -0.001 0.008 -0.005
Si 0.004 10.875 10.888 -0.012 -0.003 0.004
Si 2.711 13.583 10.889 -0.012 0.005 0.004
Si 5.452 0.013 10.881 0.008 -0.001 0.004
Si 8.16 2.73 10.876 -0.004 0.002 -0.004
Si 5.451 5.437 10.87 -0.009 0 -0.002
Si 8.152 8.154 10.873 0.009 -0.002 0.004
Si 5.437 10.852 10.906 -0.005 -0.003 0.004
Si 8.173 13.59 10.88 -0.013 -0.005 -0.005
Si 10.876 0.014 10.878 0.009 -0.012 -0.002
Si 13.603 2.722 10.889 -0.005 0 0.007
Si 10.879 5.446 10.893 -0.012 -0.001 0.005
Si 13.601 8.166 10.879 0.011 -0.003 0.002
Si 10.889 10.883 10.865 0.012 0.01 -0.004
Si 13.591 13.608 10.866 0.002 -0.005 0.001
O 11.59 4.932 25.629 0.257 -0.223 -0.026
O 8.878 -1.958 21.428 -0.166 -0.441 -0.021
O 12.849 -3.333 32.812 0.626 0.088 -0.156
O 0.142 7.4 30.769 -0.188 0.208 0.271
O 6.959 2.249 32.7 0.065 0.239 -0.469
O 15.697 9.418 24.339 0.093 0.231 0.236
O 3.329 9.414 33.766 0.014 -0.22 -0.195
O 1.844 -3.113 32.804 -0.257 -0.3 -0.278
O 5.705 0.006 33.064 0.62 -0.455 0.009
O 7.143 10.628 32.086 0.002 -0.007 0
O 11.895 8.936 31.854 -0.26 -0.097 -0.439
O 8.72 3.831 33.629 -0.123 0.067 0.167
O 7.127 3.101 29.607 0.377 0.035 -0.265
O 15.218 5.195 30.293 0.105 -0.35 -0.486
O 12.833 1.062 20.186 0.011 0.482 -0.007
O 6.869 1.236 19.577 0.035 -0.023 0.507
O 10.799 2.645 20.508 -0.282 0.363 0.575
O 6.602 6.029 20.816 -0.35 -0.549 -0.398
O 0.957 8.175 22.757 0.272 0.035 -0.048
O 8.076 8.597 23.836 -0.133 -0.486 0.483
O 4.11 10.017 21.76 -0.163 -0.486 0.152
O 8.786 10.477 25.555 -0.233 0.535 0.496
O 15.493 -2.253 31.131 -0.456 0.042 0.242
O 8.021 4.194 22.087 -0.227 -0.585 -0.386
O 14.003 6.426 23.016 0.393 0.046 -0.023
O 3.939 -1.621 21.74 0.335 -0.209 -0.032
O 10.564 0.006 20.939 0.242 0.07 0.396
O 11.277 -0.522 24.349 -0.444 0.163 0.432
O 14.859 8.993 21.872 -0.2 -0.171 0.412
O 13.371 -0.464 22.776 -0.316 0.211 -0.363
O 1.523 7.613 33.022 -0.093 -0.488 -0.126
O 4.748 7.351 22.045 -0.217 0.264 0.253
O 2.972 -3.831 25.719 0.505 0.328 -0.09
O 0.684 -2.488 25.535 -0.382 -0.154 0.321
O 10.363 5.653 32.88 0.088 0.349 -0.539
O 3.654 4.464 31.693 -0.467 0.213 0.018
O 0.515 9.747 31.853 0.318 0.273 -0.322
O 2.631 3.038 21.472 -0.224 0.078 -0.081
O 15.664 -1.104 23.688 -0.086 0.541 0.432
O 6.307 0.824 30.591 -0.038 -0.592 0.073
O 4.495 -1.032 24.225 -0.009 -0.243 -0.14
O 7.664 5.535 28.927 0.513 -0.167 -0.211
O -0.688 -0.023 32.564 -0.456 0.176 -0.121
O 11.464 3.971 28.096 -0.138 0.025 0.398
O 10.764 -2.277 26.258 -0.159 0.288 0.135
O 11.209 10.466 24.763 -0.31 0.19 -0.333
O 12.423 8.507 23.426 -0.357 0.138 0.071
O 6.342 0.714 24.783 -0.316 0.364 0.04
O 11.742 12.348 21.8 -0.238 0.24 0.259
O 14.556 4.219 24.345 -0.291 -0.128 0.071
O 12.727 -2.781 30.26 0.133 0.45 0.182
O 7.557 8.12 32.793 0.063 -0.214 -0.292
O 4.421 2.004 32.079 -0.171 0.088 0.082
O 5.158 12.012 23.206 -0.048 0.265 0.216
O 7.053 -3.197 32.875 0.049 0.174 -0.49
O 7.417 8.765 30.232 0.203 -0.136 -0.177
O 1.52 7.931 27.48 -0.144 -0.053 -0.367
O 8.768 -1.325 30.577 -0.629 0.176 0.101
O -0.084 2.66 25.669 0.086 -0.338 0.11
O 6.23 5.011 31.144 0.056 -0.224 -0.063
O 5.063 6.082 24.341 0.054 0.629 0.334
O 14.089 -2.941 22.396 0.389 -0.222 -0.173
O 4.83 9.092 29.86 -0.079 0.69 -0.011
O 6.332 -3.972 26.787 0.223 0.012 -0.473
O 12.876 1.695 31.612 0.625 -0.402 0.251
O 2.862 3.375 27.816 -0.227 0.304 0.076
O 4.328 10.589 26.904 -0.136 0.001 0.643
O 10.8 6.443 27.659 -0.109 0.021 0.512
O 13.331 11.036 23.387 0.483 -0.21 -0.249
O 14.397 9.159 32.643 0.134 -0.09 0.399
O 8.349 2.193 23.781 0.164 -0.086 -0.309
O 11.13 1.931 29.654 -0.193 0.06 0.348
O 6.702 5.797 26.445 0.3 -0.086 -0.198
O 5.044 2.992 20.341 0.331 0.052 0.436
O 8.825 4.503 31.039 0.266 -0.158 -0.198
O 10.129 -2.723 28.743 0.273 -0.047 0.326
O 13.275 1.034 24.986 0.468 0.161 -0.156
O 13.275 5.818 27.431 -0.078 0.127 0.444
O 4.997 -2.574 28.63 -0.437 0.116 0.038
O 4.492 6.942 31.349 0.042 0.236 0.237
O 3.345 -1.089 33.251 -0.317 0.255 0.285
O 9.971 6.936 25.223 -0.149 0.349 -0.269
O 3.668 10.224 24.381 0.112 -0.565 0.086
O 13.026 0.119 29.591 -0.185 0.028 -0.049
O 14.3 -1.681 28.335 0.418 -0.173 -0.648
O 4.265 0.561 26.309 0.193 0.624 0.351
O 4.942 -4.838 33.142 -0.12 0.149 -0.215
O 2.38 3.438 25.251 0.227 0.154 -0.488
O 10.449 11.537 27.133 -0.203 -0.328 0.114
O 1.442 -0.908 31.354 0.146 0.223 -0.163
O 15.618 5.042 26.636 0.648 0.032 0.099
O 3.334 -4.425 29.492 0.276 -0.655 0.19
O 2.66 11.98 22.803 0.095 0.299 0.362
O 3.628 -2.263 30.919 0.256 0.221 -0.179
O 14.946 4.252 21.775 -0.185 -0.516 0.145
O 8.457 7.504 27.321 -0.074 0.311 -0.046
O 4.453 4.748 22.136 0.187 -0.045 0.445
O 0.48 10.614 22.157 -0.151 0.058 -0.368
O 14.432 0.732 27.466 0.501 0.225 -0.323
O 2.602 2.5 30.26 -0.514 -0.167 0.024
O 3.265 0.748 22.629 0.366 0.325 0.164
O 11.889 1.508 27.163 -0.252 -0.458 -0.066
O 8.82 6.742 21.989 0.483 -0.002 0.124
O 0.879 -4.037 30.312 0.208 -0.054 0.257
O 2.661 6.29 23.23 -0.11 -0.081 0.612
O 2.559 0.805 28.259 -0.347 -0.336 0.311
O 10.827 3.165 32.232 -0.071 -0.251 0.016
O 1.124 2.046 23.424 -0.62 0.078 0.001
O 1.456 -3.541 27.835 -0.465 0.059 -0.004
O 0.161 5.705 23.375 0.215 -0.263 0.319
O 11.822 1.517 22.689 -0.126 0.668 0.134
O 9.444 2.291 27.687 -0.353 0.563 0.085
O 6.829 4.153 24.459 0.001 -0.489 0.049
O 4.729 4.148 26.086 0.154 -0.558 0.15
O 9.568 9.31 21.744 0.119 0.241 0.279
O 11.452 -4.946 31.162 0.15 -0.229 -0.725
O 1.195 5.763 28.967 0.254 -0.548 0.304
O 5.982 -1.428 26.394 0.099 -0.112 0.001
O 1.823 10.159 26.142 -0.35 -0.136 -0.284
O 13.481 9.623 25.62 -0.367 0.21 0.572
O 13.579 6.898 31.558 -0.122 -0.102 -0.512
O 11.42 6.051 23.218 -0.281 -0.332 -0.415
O 3.51 6.955 28.904 0.591 -0.045 -0.14
O 6.113 7.547 28.298 -0.666 0.002 -0.041
O 10.562 -2.636 31.85 -0.236 -0.233 0.106
O 2.498 8.541 30.746 0.013 0.44 -0.206
O 14.975 -4.782 31.611 -0.551 0.146 0.039
O 9.358 -0.28 28.246 0.452 0.03 -0.091
O 6.353 10.029 25.423 -0.453 -0.412 -0.263
O 15.317 7.021 28.42 -0.062 0.665 -0.025
O 7.567 -2.217 28.351 -0.064 -0.066 0.14
O 7.11 1.046 28.02 -0.298 -0.059 -0.103
O 13.853 3.078 26.551 -0.218 0.429 0.288
O 9.457 4.54 24.215 0.151 -0.307 0.035
O 11.014 -0.116 31.272 0.232 -0.02 0.273
O 5.639 -3.961 30.768 0.172 -0.16 -0.194
O 12.531 -3.504 27.781 0.356 -0.154 -0.275
O 1.97 2.672 32.773 0.022 0.253 -0.492
O 8.31 -0.332 23.408 0.16 0.273 -0.122
O 6.588 10.142 28.134 0.603 0.449 0.194
O 10.563 8.951 26.825 0.186 -0.038 0.482
O 9.45 9.587 31.573 -0.043 -0.113 -0.474
O 7.045 8.572 21.457 -0.044 0.532 -0.061
O 1.746 0.847 25.717 -0.412 -0.185 0.015
O -0.659 0.021 29.859 0.214 0.225 -0.316
O 12.21 -3.006 24.209 0.229 0.01 0.323
O 9.637 -2.535 23.909 -0.063 -0.46 0.142
O 4.823 2.064 28.866 0.025 0 -0.219
O 7.578 11.059 23.256 0.215 -0.25 -0.127
O 1.987 -1.327 23.53 -0.019 0.129 -0.077
O 0.344 -3.314 23.058 -0.589 0.008 0.262
O -0.529 9.554 26.973 -0.202 0.404 0.372
O 14.79 -4.006 29.201 0.165 -0.494 -0.454
O 1.359 10.279 28.704 -0.027 -0.236 0.475
O 14.797 7.397 25.868 0.101 -0.347 -0.466
O 2.663 5.692 26.726 -0.172 0.344 -0.359
O 13.076 4.337 31.527 -0.264 0.013 -0.306
O 2.642 -1.416 26.833 0.16 -0.122 0.386
O 8.66 0.579 25.877 0.516 -0.253 0.049
O 7.12 -2.677 23.137 -0.19 0.275 0.283
O 15.188 5.252 32.893 0.312 0.182 -0.174

Results
total energy: -109108.432 eV
total energy less fixed offsets of O -438.35, Si -107.03 eV per atom: -3.282 eV
